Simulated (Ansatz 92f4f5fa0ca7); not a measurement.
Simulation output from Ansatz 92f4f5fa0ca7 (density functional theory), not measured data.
Periodic cell of 237 atoms, Si146O90As1, from a study of silicon, its oxide and their interface. The atomic structure is a simulated model.
Doubt: the cutoff is far below the 930 eV that the study's wrapper takes by default for these files, so forces and energies are approximate.
This geometry differs little from another in the collection (a relaxation step or a small displacement).

Settings: functional PBE; potential files Ansatz PAW; basis plane waves; wave-function cutoff 580 eV; density cutoff ratio 5; exchange-correlation grid ratio 1; k mesh 1 x 1 x 1, Gamma-centred; self-consistency stop 5e-08 eV per atom in the density residual; occupations fixed; spin none; net charge +1 e, with a uniform compensating background and no finite-size correction.

Cell vectors (angstrom)
a, 11.6015, 0, 0
b, 0, 10.938, 0
c, 0, 0, 32.0622

Atoms: element, x, y, z (angstrom)
Si, -0.196, -0.0642, 23.268
Si, 3.6686, 0.2042, 23.0973
Si, 7.5527, -0.1387, 23.4432
Si, 1.6859, 1.3742, 23.4168
Si, 5.736, 1.4, 23.182
Si, 9.4417, 1.2258, 23.3558
Si, 0.158, 5.3114, 23.4566
Si, 4.1234, 5.2926, 23.393
Si, 8.0347, 5.6088, 23.543
Si, 2.1582, 6.5762, 23.361
Si, 5.968, 6.7642, 23.4766
Si, 10.0108, 6.8678, 23.5997
Si, 1.9021, 2.6648, 25.3856
Si, 5.834, 2.6551, 25.248
Si, 9.6289, 2.685, 25.2584
Si, 11.5953, 4.0036, 25.3852
Si, 3.8936, 3.9683, 25.3225
Si, 7.7439, 4.0928, 25.3439
Si, 1.9721, 8.1506, 25.1808
Si, 5.7754, 8.1685, 25.3613
Si, 9.7103, 8.2643, 25.4365
Si, 11.6379, 9.5606, 25.2588
Si, 3.8658, 9.5869, 25.0634
Si, 7.6905, 9.5199, 25.4089
Si, 11.6491, -0.0127, 27.2037
Si, 3.9028, -0.0529, 27.1092
Si, 7.7616, -0.0202, 27.2893
Si, 1.9849, 1.3104, 27.2831
Si, 5.8328, 1.3195, 27.1957
Si, 9.6957, 1.3307, 27.2031
Si, 11.5898, 5.4718, 27.2326
Si, 3.8464, 5.4225, 27.2106
Si, 7.7142, 5.4655, 27.2648
Si, 1.9361, 6.823, 27.1622
Si, 5.7599, 6.7984, 27.2704
Si, 9.655, 6.8197, 27.2932
Si, 1.9421, 2.7236, 29.1817
Si, 5.7972, 2.7285, 29.1173
Si, 9.6819, 2.7281, 29.1349
Si, 0.0118, 4.1008, 29.1589
Si, 3.8629, 4.091, 29.1642
Si, 7.7376, 4.0866, 29.1766
Si, 1.9406, 8.1878, 29.1101
Si, 5.7952, 8.1849, 29.1804
Si, 9.6721, 8.1922, 29.2147
Si, 0.0064, 9.5554, 29.1444
Si, 3.8739, 9.5559, 29.095
Si, 7.7352, 9.5429, 29.2012
Si, 0.0015, -0.0017, 31.0855
Si, 3.8532, 0.0053, 31.0457
Si, 7.7372, 0.0097, 31.1027
Si, 1.9259, 1.3726, 31.1131
Si, 5.7955, 1.3547, 31.0457
Si, 9.6722, 1.3674, 31.0805
Si, 0.0103, 5.4716, 31.0936
Si, 3.8713, 5.4771, 31.0897
Si, 7.7404, 5.4672, 31.1105
Si, 1.9404, 6.8458, 31.0657
Si, 5.8053, 6.8303, 31.1091
Si, 9.6768, 6.8318, 31.1444
Si, 1.9273, 2.7518, 0.9834
Si, 5.7977, 2.7972, 0.8641
Si, 9.6718, 2.7348, 0.9612
Si, -0.0115, 4.1175, 0.9645
Si, 3.8492, 4.1329, 0.9826
Si, 7.757, 4.1248, 1
Si, 1.9267, 8.2172, 0.9455
Si, 5.796, 8.2191, 0.9624
Si, 9.6698, 8.2242, 1.0129
Si, -0.0023, 9.5965, 0.9795
Si, 3.8653, 9.5858, 0.9343
Si, 7.7289, 9.5777, 0.9667
Si, 11.6113, 0.0302, 2.9244
Si, 3.8023, -0.0203, 2.912
Si, 7.7922, -0.0179, 2.9114
Si, 1.9253, 1.4228, 2.9344
As, 5.8119, 1.3793, 2.831
Si, 9.6726, 1.4063, 2.9245
Si, 11.5643, 5.5095, 2.8761
Si, 3.8777, 5.5104, 2.9177
Si, 7.7347, 5.5267, 2.9247
Si, 1.9112, 6.8322, 2.8632
Si, 5.8086, 6.8718, 2.8923
Si, 9.66, 6.9099, 2.981
Si, 1.9073, 2.8363, 4.8402
Si, 5.8331, 2.7541, 4.8075
Si, 9.5992, 2.8019, 4.8454
Si, 11.5402, 4.1457, 4.7892
Si, 3.9039, 4.1133, 4.8292
Si, 7.729, 4.2233, 4.8893
Si, 1.8839, 8.1563, 4.8048
Si, 5.8114, 8.2553, 4.8005
Si, 9.6637, 8.3309, 4.9217
Si, 11.633, 9.6663, 4.8981
Si, 3.8266, 9.485, 4.8166
Si, 7.7129, 9.683, 4.9212
Si, 11.5912, 0.2392, 6.7926
Si, 3.7397, -0.0525, 6.6827
Si, 7.7213, 0.0659, 6.9439
Si, 2.0425, 1.5113, 6.7786
Si, 5.7077, 1.2548, 6.6525
Si, 9.6469, 1.5345, 6.8486
Si, 11.5261, 5.5055, 6.7124
Si, 3.9847, 5.4401, 6.8073
Si, 7.7406, 5.6769, 6.8507
Si, 1.9779, 6.6506, 6.6602
Si, 5.8162, 6.9794, 6.7651
Si, 9.7567, 7.0487, 6.9312
O, 10.0027, 7.9705, 8.3164
O, 7.6737, 9.9322, 8.2351
O, 7.4082, 4.7311, 8.1742
O, 3.3525, 10.3501, 8.2233
O, 2.0528, 7.5539, 8.032
O, 3.9925, 4.601, 8.2624
O, 9.7807, 2.4668, 8.2251
O, 2.6146, 2.3511, 8.1272
O, 11.3909, 4.5824, 8.0796
O, 5.3533, 2.4184, 7.7748
O, 5.8205, 7.992, 8.0898
O, 11.2891, 10.3198, 8.1603
O, 11.2785, 10.0859, 21.7943
O, 3.2223, 10.7168, 21.5265
O, 5.7748, 7.7663, 22.1615
O, 4.2264, 4.4414, 21.9505
O, 7.6798, 9.6757, 22.1949
O, 10.3283, 7.6767, 22.1895
O, 1.6129, 2.4049, 22.1205
O, 5.95, 2.434, 21.8803
O, 8.442, 4.6969, 22.2155
O, -0.0797, 4.4449, 22.0416
O, 2.3389, 7.3594, 21.9202
O, 9.1274, 1.8821, 21.865
Si, 1.9254, 7.7849, 9.6202
Si, 5.0392, 0.5803, 17.6874
Si, 2.4859, 5.4141, 14.0267
Si, 10.5574, 3.8581, 14.0513
Si, 8.2755, 2.3858, 15.2647
Si, 9.5506, 2.242, 20.3357
Si, 10.5134, 3.6597, 9.0938
Si, 0.0382, 2.3112, 11.5764
Si, 11.0234, 8.1268, 15.4023
Si, 5.1582, 6.933, 14.0033
Si, 5.7616, 2.6103, 11.1276
Si, 8.5778, 7.6681, 19.3885
Si, 8.1197, 4.8437, 20.6268
Si, 5.9163, 9.5839, 15.2063
Si, 2.1124, 7.6334, 20.334
Si, 1.9244, 4.8875, 18.7863
Si, 4.4947, 3.4399, 18.0141
Si, 8.5039, 8.9229, 16.816
Si, 0.8353, 9.4778, 13.3135
Si, 9.9144, 10.6531, 11.7416
Si, 5.3534, 3.7015, 21.0123
Si, 0.5775, 5.5134, 16.2672
Si, 10.785, 9.1519, 9.1675
Si, 6.5632, 8.893, 21.2862
Si, 7.1112, 7.11, 11.5031
Si, 2.6762, 0.7335, 12.2337
Si, 10.8911, 8.6808, 21.0381
Si, 6.0399, 4.3302, 15.6404
Si, 7.0845, 0.4847, 12.9884
Si, 4.0601, 2.992, 8.6004
Si, 0.8773, 6.7428, 11.9043
Si, 6.5719, 9.0537, 9.0927
Si, 0.6655, 3.2886, 21.1424
Si, 9.8025, 6.5075, 12.8927
Si, 7.7188, 4.5408, 9.7668
Si, 3.9838, 10.0727, 20.2159
Si, 4.2613, 3.0411, 13.5338
Si, 3.8543, 10.0132, 9.7535
Si, 8.0572, 0.7762, 18.0338
O, 11.5117, 3.2239, 12.9043
O, 9.3447, 4.4851, 9.8916
O, 8.809, 3.6045, 19.8553
O, 4.039, -0.0598, 18.8098
O, 11.3174, 4.5307, 15.3136
O, 9.8576, 9.7853, 10.3458
O, 3.7734, 1.5333, 13.1414
O, 0.6593, 9.0456, 14.8742
O, 6.476, 0.9745, 18.3832
O, 4.7567, 3.1627, 19.6068
O, 6.2595, 1.1764, 11.7466
O, 0.5621, 8.6481, 9.8601
O, 5.6439, 4.3184, 17.2333
O, 8.4444, 7.2023, 12.3994
O, 4.4277, 2.6151, 10.143
O, 2.0627, 5.638, 15.5814
O, 3.3788, 0.0604, 10.9311
O, 5.8815, 7.218, 12.5588
O, 2.3033, 6.3534, 19.3679
O, 0.6457, 4.9258, 17.7804
O, 8.4186, 10.6919, 12.3844
O, 5.4733, 10.0949, 9.6791
O, 0.5962, 8.194, 20.2012
O, 9.7603, 2.5981, 14.6752
O, 2.0065, 10.5893, 13.2382
O, 9.9438, 9.1024, 16.0997
O, 6.1431, 10.3455, 13.7739
O, 7.45, 1.5945, 14.1144
O, 1.65, 3.9258, 20.0475
O, 5.9075, 5.7963, 14.9261
O, 7.3375, 8.9393, 15.6934
O, 1.5147, 1.6645, 11.6062
O, 7.1854, 8.2962, 10.3827
O, 4.3264, 1.9878, 17.2777
O, 7.0418, 3.1634, 10.2883
O, 11.537, 6.9987, 16.4446
O, 8.2837, 10.1363, 17.8415
O, 3.2845, 8.5296, 10.1089
O, 7.5868, 3.8406, 15.5215
O, 3.1363, 4.2995, 17.898
O, 2.8969, 3.887, 13.6936
O, 1.3372, 8.2085, 12.4378
O, 1.2039, 5.6789, 13.0708
O, 4.9667, 8.3042, 14.8688
O, 11.1731, 2.3879, 20.3347
O, 10.9859, 9.9963, 12.7723
O, 5.2853, 3.5752, 12.3607
O, 5.0855, 3.2078, 14.9199
O, 6.4883, 4.7988, 20.5624
O, 8.4029, 1.5647, 16.657
O, 10.4146, 1.2384, 11.4523
O, 10.8736, 6.6189, 11.6557
O, 3.254, 8.6764, 19.8505
O, 1.7137, 6.4388, 10.5246
O, 7.1594, 8.1986, 19.9648
O, 8.4982, 7.5817, 17.7582
O, 3.6721, 6.4246, 13.618
O, 9.5678, 4.9572, 13.3418
O, 5.5125, 9.9943, 20.7604
O, 10.3355, 7.3649, 14.1489
O, 8.7808, 6.1678, 19.9744
O, 7.0668, 5.7204, 10.659
O, 5.2661, 10.5445, 16.376
O, 9.0522, 1.1415, 19.2621
O, 11.5836, 3.1637, 10.192
O, 9.7345, 8.7088, 19.8935

Results
free energy: -148857.956 eV
free energy less fixed offsets of As -4856.12, O -568.88, Si -635.61 eV per atom: -3.576 eV

Forces (eV/angstrom), in the order of the atoms: element, x, y, z
Si, 0.002, 0.0006, 0.0061
Si, 0.0045, 0.0007, 0.0061
Si, -0.0017, 0.0007, 0.0032
Si, -0.0037, -0.0016, 0.0034
Si, -0.0016, -0.0032, 0.0031
Si, 0.0033, -0.0015, 0.0039
Si, -0.0005, -0.0031, 0.0055
Si, 0.0028, -0.0025, 0.0029
Si, -0.0036, -0.0019, 0.0014
Si, -0.004, 0.0013, 0.0026
Si, -0.0011, 0.0013, 0.0057
Si, -0.0008, 0.0065, 0.0035
Si, 0.0022, 0.0017, -0.002
Si, 0.0007, 0.0023, -0.0042
Si, -0.0005, 0.0013, -0.0015
Si, 0.0002, -0.0009, -0.0019
Si, -0.0016, -0.0016, 0.0012
Si, 0.001, 0.0001, 0.0015
Si, 0.0021, 0.0018, -0.001
Si, -0.0006, 0.0022, 0.0001
Si, 0.0004, 0.0009, 0.0012
Si, -0.0004, -0.0015, -0.0037
Si, 0, -0.0037, -0.0002
Si, 0.0016, -0.0027, -0.0004
Si, -0.0026, -0.0003, 0.0009
Si, 0.0006, 0.0017, -0.0015
Si, 0.0011, 0.0011, -0.0014
Si, 0.0005, -0.0004, 0.0017
Si, -0.0023, -0.0019, 0.0023
Si, 0.0007, 0.0006, 0.0011
Si, 0.0014, 0.0009, 0.001
Si, -0.002, 0.0004, -0.0004
Si, 0.0005, -0.0005, 0.0003
Si, -0.0001, -0.0008, -0.0013
Si, 0.0019, -0.0008, -0.002
Si, -0.0029, 0.0007, -0.0015
Si, 0, -0.0002, 0.0013
Si, -0.0009, -0.0002, 0.0013
Si, -0.0026, -0.0006, 0.0003
Si, 0.0018, -0.0007, 0.0013
Si, 0.0008, -0.0005, 0.0004
Si, 0.0006, 0.0011, 0.0002
Si, 0.0004, -0.0018, 0.0009
Si, 0.0006, -0.0006, 0.0022
Si, 0.0019, -0.0014, 0.001
Si, -0.0011, 0.0027, -0.0003
Si, -0.0006, 0.0008, 0.0015
Si, -0.0018, 0.0001, 0.0026
Si, 0.0003, -0.0026, 0.0016
Si, 0, -0.0008, 0.0013
Si, -0.0003, -0.0011, 0.0013
Si, -0.0015, 0.0035, -0.0007
Si, 0, 0.0021, -0.0007
Si, 0.0013, 0.0026, -0.0011
Si, -0.0001, 0.0005, 0.0003
Si, -0.0009, -0.0011, 0.0026
Si, 0.0011, -0.0011, 0.0028
Si, 0.0015, -0.0002, 0.001
Si, -0.0002, 0.0005, 0.0004
Si, -0.0011, -0.0001, 0.0026
Si, -0.0001, -0.0045, 0.0014
Si, -0.0001, -0.0006, 0.0003
Si, -0.0004, -0.0036, 0.0026
Si, 0.0002, 0.0026, -0.0007
Si, 0.0005, 0.0054, 0.0003
Si, 0.0003, 0.0041, -0.0016
Si, -0.0012, -0.0014, -0.0002
Si, -0.0009, 0.0001, 0.0005
Si, -0.0015, -0.0014, -0.0015
Si, 0.0002, 0.0039, 0.0027
Si, 0.0008, -0.0029, -0.002
Si, 0.0019, -0.0015, 0.0006
Si, -0.0004, -0.0009, -0.0015
Si, 0.0104, 0.0003, 0.0004
Si, -0.0072, -0.002, 0.0014
Si, -0.0083, 0.0039, 0.0004
As, -0.0011, -0.0042, -0.0001
Si, 0.0087, 0.0032, 0.001
Si, 0.0011, -0.0077, 0.0018
Si, -0.0036, -0.0067, -0.0034
Si, 0.0023, -0.0061, -0.0009
Si, 0.0048, 0.008, -0.0033
Si, 0.0003, 0.0066, -0.002
Si, -0.003, 0.0076, -0.0011
Si, 0.0007, 0.0022, 0.0004
Si, -0.0134, 0.0015, -0.0008
Si, -0.001, 0.0029, -0.0015
Si, -0.0057, -0.0042, 0.0003
Si, 0.0072, -0.0104, 0.0058
Si, 0.0024, -0.0027, 0.0038
Si, 0.0004, -0.0019, 0.0006
Si, 0.0005, 0.0003, 0.0001
Si, 0.004, -0.0026, 0.0058
Si, -0.0012, 0.0034, -0.0007
Si, -0.0005, -0.0019, -0.0016
Si, -0.0004, 0.0004, -0.004
Si, 0.004, -0.0077, -0.0074
Si, 0.0041, -0.0021, -0.008
Si, 0.0008, -0.0019, -0.0029
Si, -0.0064, 0.0103, -0.0065
Si, 0.0047, 0.0058, -0.0099
Si, 0.0021, 0.0085, -0.0096
Si, 0.004, -0.0039, -0.009
Si, -0.0007, 0.0005, -0.0092
Si, 0.0101, -0.0013, -0.0094
Si, 0.0024, -0.0028, -0.0125
Si, -0.0046, -0.001, -0.0063
Si, -0.0086, 0.0022, -0.0102
O, 0.0075, 0.0124, 0.0103
O, -0.0058, -0.01, 0.0078
O, -0.0014, -0.0059, 0.0137
O, -0.0005, -0.0069, 0.015
O, -0.0023, 0.0109, 0.0192
O, 0.0022, -0.0095, 0.006
O, 0.0029, 0.0105, 0.0074
O, 0.0087, 0.001, 0.0027
O, -0.0059, -0.0108, 0.0108
O, -0.0115, 0.0077, 0.0109
O, 0.0045, 0.0121, 0.0074
O, -0.0111, -0.0105, 0.0092
O, -0.0024, -0.0092, -0.0035
O, 0.0003, -0.0057, -0.0079
O, 0.0006, 0.0068, -0.0035
O, 0.0019, -0.0056, -0.0039
O, -0.0021, -0.0062, -0.002
O, 0.004, 0.0073, -0.0052
O, -0.0031, 0.0081, -0.0035
O, -0.0009, 0.0089, -0.002
O, 0.0014, -0.0038, -0.0049
O, 0.0003, -0.0085, -0.0024
O, 0.0005, 0.002, -0.0087
O, 0.0002, 0.0065, -0.0091
Si, 0.0008, 0.0058, -0.0045
Si, -0.0019, -0.0025, -0.0025
Si, -0.0048, 0, 0.0069
Si, 0.0008, 0.0009, 0.0027
Si, 0.0008, -0.0026, 0.0014
Si, -0.0011, 0.0018, 0.0031
Si, -0.0022, 0.0012, -0.0099
Si, -0.003, 0.002, 0.003
Si, -0.0006, -0.0015, -0.0001
Si, 0.0027, -0.0005, 0.0036
Si, -0.0025, 0.0056, 0.0004
Si, -0.0009, -0.0003, -0.003
Si, -0.0014, -0.0019, -0.0033
Si, -0.0004, 0.001, 0.0025
Si, -0.0025, 0.0048, -0.0018
Si, -0.0007, -0.001, -0.0013
Si, -0.0003, 0.0018, 0.0005
Si, -0.0008, -0.0005, -0.0007
Si, -0.0004, 0.0001, 0.0057
Si, 0.0015, 0.0005, 0.0046
Si, -0.0003, -0.0008, 0.004
Si, 0.0001, -0.0011, -0.0004
Si, 0.0064, -0.0041, -0.0103
Si, 0.0002, 0.0008, 0.0019
Si, 0.0022, -0.0001, -0.0007
Si, 0.0019, -0.0021, 0.0037
Si, 0.0002, 0.0025, 0.0019
Si, -0.0026, -0.0001, 0.0022
Si, 0.0004, 0.0009, 0.0051
Si, 0.0029, -0.0018, -0.0106
Si, 0.003, 0.0004, 0.0036
Si, -0.0004, 0.0029, -0.0099
Si, -0.0002, -0.0003, 0.0015
Si, -0.0038, 0.0003, 0.0072
Si, 0.0045, -0.0006, -0.0051
Si, -0.0002, 0.0004, 0.0034
Si, 0.0014, -0.0023, 0.0055
Si, 0.0022, -0.0059, -0.0036
Si, 0.0029, 0.0016, -0.0048
O, -0.0039, 0.0048, 0.0026
O, -0.0022, 0.0016, -0.0023
O, 0.0011, -0.0014, 0.0037
O, 0.002, 0.0041, -0.0026
O, -0.0005, 0.0001, 0.0003
O, -0.0036, 0.0069, 0.0057
O, 0.0022, 0.0041, -0.0036
O, 0.0002, -0.0008, 0.0004
O, -0.0005, -0.0001, 0.0042
O, -0.0045, -0.0019, -0.006
O, 0.0037, -0.0058, -0.0021
O, 0.0023, 0.0018, -0.0062
O, 0.0011, 0.0003, 0.0012
O, 0.0051, 0, -0.003
O, 0.0077, -0.0013, 0.0033
O, 0.0002, -0.0015, -0.0017
O, -0.0055, 0.008, 0.0048
O, -0.0056, -0.0004, 0.0006
O, -0.0013, -0.0065, 0.0023
O, -0.002, 0.0009, 0.0011
O, -0.0058, 0.0024, -0.0036
O, -0.0045, 0.002, -0.0029
O, 0.0035, -0.0025, 0.0043
O, -0.0052, -0.0006, -0.0035
O, -0.002, -0.0025, -0.003
O, 0.001, 0.0003, 0.001
O, -0.0003, -0.0022, -0.0024
O, 0.0009, 0.0025, 0.0006
O, 0.0046, 0.0071, -0.0029
O, -0.0002, -0.0016, -0.0012
O, 0, 0.0004, -0.0012
O, 0.0019, -0.0017, -0.0058
O, 0.0019, -0.0075, 0.0053
O, -0.0003, -0.0006, 0.0016
O, -0.0048, -0.0049, -0.0017
O, 0.0001, 0.0002, 0.0009
O, 0.0001, -0.0006, 0.0035
O, -0.0012, 0.0013, -0.0054
O, -0.0005, -0.0004, -0.0008
O, 0.001, -0.002, 0.0019
O, 0.0005, 0.0022, -0.0055
O, -0.0023, 0.0049, -0.0018
O, 0.0033, -0.0032, -0.0015
O, -0.0011, 0.0013, -0.0019
O, -0.0007, -0.0014, 0.0037
O, 0.005, -0.0019, -0.0021
O, -0.0024, 0.0014, 0.0003
O, 0.0001, 0.0008, 0.0003
O, -0.0001, 0.0009, 0.0041
O, 0.0007, 0.0028, -0.0022
O, -0.0002, -0.0031, -0.0063
O, -0.0024, 0.0003, -0.0031
O, 0.0001, -0.0012, 0.0045
O, -0.0025, -0.0045, 0.0012
O, 0.0051, -0.0039, -0.0006
O, -0.0006, 0.0008, -0.0035
O, 0.0001, -0.0004, -0.0039
O, 0.0014, -0.0012, -0.004
O, -0.0044, 0.0016, 0.002
O, 0.0019, 0.0019, -0.0012
O, 0.0007, 0.0043, 0.0029
O, -0.0024, 0.0083, 0.0009
O, 0.0009, -0.0014, -0.0011
O, -0.004, -0.0054, -0.0006
O, 0.0056, -0.0061, 0.0051
O, -0.0049, -0.002, 0.0012

The program warned: the cutoff lies below the one the program advises for these potential files; the forces do not sum to zero within the program's tolerance; the exchange-correlation potential is rough where the density is thin.
